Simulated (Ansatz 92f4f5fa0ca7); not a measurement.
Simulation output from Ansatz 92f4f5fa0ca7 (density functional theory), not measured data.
Periodic cell of 175 atoms, Si99O76, from a study of silicon, its oxide and their interface. The atomic structure is a simulated model.

Settings
functional: r2SCAN
potential files: Ansatz norm-conserving
basis: plane waves
wave-function cutoff: 1300 eV
density cutoff ratio: 4
exchange-correlation grid ratio: 1
k mesh: 2 x 2 x 1, shifted by 0.5 0.5 0.5 of a step
self-consistency stop: 5e-08 eV per atom in the density residual
occupations: Fermi-Dirac, 0.05 eV
spin: none
net charge: 0

Cell vectors (angstrom)
a, 11.4939, 0.254, 0.0739
b, -0.0336, 11.5966, -0.0668
c, -3.9971, -0.1179, 22.7036

Atoms: element, x, y, z (angstrom)
Si, 7.2341, 2.4821, 0.9082
Si, 7.3467, 4.8785, 0.9545
Si, 13.1439, 9.2961, 2.0921
Si, 8.7363, -2.0551, -0.7506
Si, 1.504, 5.2249, 2.4257
Si, 0.0578, 10.3996, -0.3682
Si, 3.2905, 2.851, 0.8555
Si, 3.5061, 5.369, 1.194
Si, -0.4331, 5.7922, -1.2254
Si, 1.6536, 1.7091, 2.316
Si, -0.3214, 4.7743, 0.8882
Si, 3.3766, 7.9604, 0.7385
Si, 5.2753, 1.9206, 2.0788
Si, 5.4787, 5.3941, 2.3685
Si, 5.6486, 9.2221, 2.2627
Si, 9.1225, 1.732, 2.1814
Si, 9.1823, 5.4055, 2.372
Si, 7.9374, 9.4694, 2.0907
Si, 1.5025, 3.4127, 3.894
Si, 1.2691, 7.2754, 3.4994
Si, 1.7012, 11.1294, 3.2169
Si, 5.3456, 3.5272, 3.8566
Si, 5.2664, 7.3398, 3.6912
Si, 5.3239, 11.3796, 3.1952
Si, 9.0749, 3.5427, 3.8506
Si, 8.9338, 7.4951, 3.463
Si, 8.8942, 11.2835, 3.2641
Si, -0.5028, 3.2839, 5.0923
Si, -0.6101, 7.1543, 4.8337
Si, -0.4171, 10.9974, 4.2879
Si, 3.4344, 3.5175, 5.3117
Si, 3.2777, 7.2328, 4.9132
Si, 3.5049, 11.3341, 4.6955
Si, 7.2319, 3.5825, 5.4265
Si, 7.155, 7.3859, 5.0515
Si, 7.1218, 11.3761, 4.7804
Si, -0.4194, 1.0652, 5.982
Si, -0.6725, 5.2594, 6.434
Si, -0.4632, 9.2178, 5.8324
Si, 3.5433, 1.3744, 6.4459
Si, 3.2188, 5.5345, 6.5687
Si, 3.4705, 9.4022, 5.8741
Si, 7.281, 1.4653, 6.5583
Si, 6.9642, 5.6244, 6.7581
Si, 7.2341, 9.4289, 6.2208
Si, 1.5493, 0.5415, 7.1596
Si, 1.2206, 5.4229, 7.8049
Si, 1.4833, 9.7848, 6.9396
Si, 5.405, 0.6083, 7.7894
Si, 4.9196, 6.0238, 8.1378
Si, 5.1866, 9.7904, 7.413
Si, 9.3744, 0.7184, 7.5937
Si, 8.9331, 5.906, 7.9691
Si, 9.3044, 9.8328, 7.4084
Si, 4.2396, 8.3473, 9.0255
Si, 0.5417, 7.0448, 9.324
Si, 1.2435, 0.9434, 9.4736
Si, 5.8374, 4.7139, 10.75
Si, 11.3203, 2.0474, 16.5866
Si, 6.0781, 0.3845, 10.9426
Si, 10.6124, 3.6343, 10.4072
Si, 9.8247, 7.9885, 8.9142
Si, 10.3333, 1.5299, 9.5133
Si, 9.1479, 0.1374, 10.9463
Si, 1.9065, 8.9156, 9.1106
Si, 1.3329, 3.9017, 9.6433
Si, 7.6096, 4.1733, 16.2612
Si, 5.6474, 2.5024, 12.8966
Si, 4.3493, 9.4444, 11.1871
Si, 7.1686, 1.7815, 23.7992
Si, 9.179, 8.8798, 10.9279
Si, 1.5634, -1.0097, 10.7785
Si, 5.3081, 1.1508, 15.5367
Si, 7.8678, 1.7046, 14.5292
Si, 11.2011, 3.7945, 12.6913
Si, 11.0885, -0.7334, 12.1674
Si, 1.7636, 5.249, 11.4052
Si, 9.2867, 0.6399, 18.5298
Si, 3.9304, -0.7753, 19.3675
Si, 8.728, 4.8656, 10.0896
Si, 3.7533, 6.9901, 13.0203
Si, 9.1443, 8.5069, 21.0811
Si, 2.2638, 7.8358, 15.3504
Si, 10.3786, 4.9125, 15.3102
Si, 2.312, 1.485, 20.6849
Si, 6.2434, 8.3529, 17.1465
Si, 4.5696, 6.4362, 19.2392
Si, 6.4578, 4.1784, 19.1293
Si, -0.5816, 1.8944, 20.6023
Si, 10.8344, 12.4684, 13.8571
Si, 1.9055, 6.1282, 17.7451
Si, 7.5402, 6.7192, 12.0482
Si, 4.8001, 6.4057, 21.509
Si, 6.123, 1.2955, 18.4978
Si, 6.228, 6.283, 14.7203
Si, 1.2324, 3.1619, 18.6703
Si, 9.176, 9.1039, 18.1165
Si, 11.2557, 7.5659, 16.5167
Si, 4.1568, -1.4142, 16.4803
O, 7.9785, -1.4975, 0.5609
O, 10.1202, -1.327, -0.8138
O, 8.7957, -3.6571, -0.3956
O, 11.8893, 9.8369, 1.0792
O, 4.8419, 8.8383, 0.8277
O, 7.056, 3.2645, 23.0559
O, 7.2461, 4.0276, 10.2689
O, 5.5886, 0.892, 9.4197
O, 4.8754, 4.8691, 9.4316
O, 5.2766, 3.8432, 12.0615
O, 3.2542, 5.9245, 11.8794
O, 3.0512, -1.1863, 11.5904
O, 2.1241, 2.4005, 9.7257
O, 5.2127, 1.2046, 12.0193
O, 6.4761, 7.3906, 15.9034
O, 6.3853, 4.8188, 15.4845
O, 7.2504, 2.5851, 13.2792
O, 0.7894, 6.4262, 10.8839
O, 0.7385, 8.3194, 15.6101
O, 1.5935, 4.542, 17.8834
O, 5.2627, 7.5972, 18.2972
O, 0.5303, 6.8968, 17.8625
O, 0.4611, 7.1899, -1.284
O, 7.3005, 4.853, 20.3651
O, 5.3299, 0.0087, 19.1673
O, 8.6713, 10.2858, 10.2265
O, 3.4205, -1.3402, 17.9549
O, 2.9623, 8.0667, -0.8401
O, -1.1333, 2.4646, 21.9977
O, 6.2184, 6.2105, 11.2855
O, 3.2979, 9.0539, 15.5504
O, -0.1674, 3.0911, 19.5403
O, 9.8391, 1.1403, 20.0243
O, 9.5712, -0.9124, 18.2848
O, 7.4186, 4.1528, 17.8248
O, 1.1564, 4.4518, 12.7106
O, 10.0498, 1.5021, 17.4003
O, 5.5565, 1.6784, 17.0642
O, 9.211, 1.0429, 14.2178
O, 4.4809, 8.3153, 12.3332
O, 7.6421, 0.7421, 11.1988
O, 7.892, 8.3008, 11.7368
O, 9.567, 8.3483, 19.5488
O, 8.0296, 2.6792, 15.7925
O, 4.1962, -0.0016, 15.6318
O, 6.7377, 0.5642, 14.9808
O, 7.6386, 8.7883, 17.8048
O, 0.0881, 12.051, -0.1029
O, 8.9213, 5.1718, 15.9777
O, 4.7927, 6.3197, 14.0647
O, 2.8654, 0.2098, 19.9457
O, 1.0953, 1.9345, 17.5335
O, 5.9903, 2.5764, 19.4633
O, 10.2762, 9.2993, 12.1151
O, 9.9739, 8.3804, 16.9557
O, 4.8827, 2.3192, 14.3788
O, 0.1188, 0.7647, 15.3425
O, 7.7233, 0.8626, 18.4137
O, 7.4636, 6.5206, 13.6298
O, 3.6553, 5.4151, 22.1657
O, 2.4183, 7.3833, 13.8057
O, 8.7752, 5.8927, 11.3836
O, 2.5884, 6.5253, 16.3755
O, 5.666, 10.4466, 11.1281
O, 2.9344, 6.5316, 18.9298
O, 10.1992, 4.5271, 13.7978
O, 5.6483, -1.8668, 16.6948
O, 11.0264, 3.5745, 16.0112
O, 5.1521, 5.0006, 18.7613
O, 7.1947, 1.8762, -0.667
O, 11.3539, 13.8348, 13.0904
O, 0.7868, 1.0993, 21.0199
O, 11.1316, 6.2942, 15.6216
O, 4.1076, -1.9572, 20.4741
O, 8.6265, 10.0238, 21.3184
O, 2.4489, 2.7984, 19.7234

Results
free energy: -46919.302 eV
free energy less fixed offsets of O -463.61, Si -117.95 eV per atom: -7.892 eV
pressure: -1.88 GPa
stress xx, yy, zz, yz, xz, xy (GPa, positive in tension): 0.99, 3.21, 1.43, -1.59, 0.53, 1.95

Forces (eV/angstrom), in the order of the atoms: element, x, y, z
Si, 0.2574, -0.3912, -0.9699
Si, 0.474, -0.1311, 0.5941
Si, -0.5911, 1.1159, -0.1856
Si, -1.239, -1.0247, -0.0877
Si, 0.0144, -0.0624, -0.4662
Si, -0.6956, 1.274, 0.5704
Si, -0.052, 0.0626, 0.4257
Si, -0.451, -0.0584, 0.2212
Si, 0.2282, 0.7898, 1.3908
Si, -0.2141, 0.2142, -0.6827
Si, 0.252, -1.5478, 0.045
Si, 1.3626, -0.073, -0.8554
Si, -0.0156, -0.0837, 0.0182
Si, 0.0925, 0.1709, 0.3651
Si, -1.0874, -0.4741, 0.0196
Si, -1.0801, 0.0417, 0.3839
Si, -0.1696, -0.1971, -0.4482
Si, 0.9976, 0.3165, -0.5862
Si, 0.1941, 0.0762, 0.5159
Si, 0.336, -0.5373, 0.532
Si, 0.2839, 0.2418, 0.1448
Si, 0.2738, 0.2333, 0.349
Si, 0.3297, 0.0416, -0.2494
Si, -0.506, 0.3504, 0.2678
Si, 0.22, -0.0125, -0.2918
Si, 0.1456, -0.1882, -0.1955
Si, 0.6453, 0.2109, 0.2887
Si, -0.0807, -0.186, 0.3589
Si, -0.5373, -0.1237, 0.0403
Si, -0.6205, -0.3466, -0.4098
Si, -0.0915, -0.3865, -0.219
Si, -0.2768, 0.8016, -0.3396
Si, 0.2113, 0.0972, -1.1723
Si, -0.5554, -0.2908, -0.4567
Si, -0.0843, -0.1835, 0.4141
Si, 0.2419, 0.0188, 0.2738
Si, -0.0183, 0.5135, 0.1934
Si, -0.1065, -0.153, -0.2775
Si, -0.0747, 0.3421, -0.1517
Si, 0.4792, 0.5906, -0.1135
Si, 0.0035, -0.1048, 0.0476
Si, 0.2373, -0.7832, -0.0011
Si, 0.1932, -0.5287, 0.0989
Si, 0.0773, 0.7289, -0.5246
Si, -0.1398, 0.1364, 0.1338
Si, -0.8139, -0.1513, 0.83
Si, 0.0397, -0.6493, -0.1704
Si, 0.0501, 0.01, 0.8824
Si, 0.135, -0.098, 0.4752
Si, -0.1545, -0.5884, 0.9621
Si, 0.269, 0.0921, -0.1106
Si, -0.2613, 0.0598, -1.0425
Si, 0.3725, 0.5025, 0.3361
Si, -0.158, 0.1937, -0.1186
Si, 0.2521, 0.2712, 0.6426
Si, 0.5537, 0.5849, 0.5434
Si, 0.3295, 0.6011, -0.7535
Si, -0.181, -0.7219, 0.4686
Si, -0.0277, 1.8893, 0.7777
Si, -0.4779, 0.5303, -1.3991
Si, 0.1175, 0.141, 0.359
Si, -0.2658, -0.5836, -0.51
Si, 0.164, -0.3259, 0.599
Si, 0.3742, 0.4758, -0.5546
Si, -0.4641, -0.4447, -1.1051
Si, 0.6184, -1.0097, -0.8594
Si, 2.7481, 0.6074, -0.6886
Si, -0.2425, -0.0435, 1.2651
Si, 0.3239, 0.4995, -0.5841
Si, 1.0345, 0.823, -0.2786
Si, -0.2953, 0.5528, 0.9655
Si, 1.5736, 0.0952, 0.495
Si, 0.1694, 0.8903, -1.3046
Si, -2.9505, 0.589, 0.4075
Si, 0.5148, 0.4188, 0.619
Si, -1.8339, -1.171, 0.6421
Si, 1.8176, 0.4356, 1.4284
Si, 0.6143, 0.9815, 0.751
Si, 0.9704, -0.5077, 0.291
Si, -0.8658, -0.5574, 0.0725
Si, 0.3449, 0.1177, -1.5808
Si, -1.1327, -1.8812, -0.3651
Si, 0.2389, -0.5513, 0.6393
Si, -1.0747, -1.2068, 2.5033
Si, 1.1419, 0.5945, 1.308
Si, -0.1611, -1.1509, 1.8055
Si, -2.2782, 1.3813, -1.3479
Si, 0.7953, -2.3563, 0.2738
Si, 0.2425, -0.1514, -0.3758
Si, -0.2338, 0.9864, 0.9997
Si, 1.0354, -1.2781, 2.2169
Si, 1.1235, 1.423, -0.3864
Si, 0.0006, -0.6725, -0.4843
Si, 1.4336, -1.4847, 1.5515
Si, 2.2549, -0.3681, 1.5123
Si, 0.4994, -0.2312, -1.0108
Si, -0.0634, -0.1524, 1.678
Si, 1.0905, 1.5486, 1.993
Si, -2.5156, 0.2589, -0.4763
O, -0.155, -0.5031, 0.7292
O, 2.2873, 0.6712, 0.438
O, -0.1235, 1.7886, 0.2084
O, 0.1713, -0.5613, 0.0857
O, -0.8314, -0.7146, 0.5817
O, 0.1399, 0.9025, 0.7966
O, 1.0894, 0.7038, -0.2824
O, 0.2807, -0.3969, 0.6938
O, 0.2229, 0.7731, -0.2614
O, 0.2006, 0.5222, -1.1811
O, -1.065, -0.2363, -0.3049
O, -0.0245, -0.407, -0.5328
O, -1.509, -0.1862, -0.045
O, 0.3537, 0.9283, 0.3713
O, -0.362, -0.7954, -1.132
O, -0.8493, 1.0672, -1.2249
O, -0.3279, -0.5634, 0.1394
O, -0.8419, 1.0067, -0.5144
O, 0.3683, -0.1841, 0.1296
O, -0.3867, -1.0183, 0.5657
O, 1.2425, 0.6767, -0.8742
O, -1.5769, 0.8793, -0.8701
O, 0.8949, 0.9253, -0.7275
O, -0.0153, -0.6677, -1.1209
O, 0.7628, 0.9496, -0.6673
O, 0.4213, 0.138, 0.4381
O, 0.326, -0.02, -1.2038
O, 0.0947, 0.1518, 0.5771
O, -0.1049, 0.0111, 0.127
O, -0.6704, -0.092, -0.0764
O, 0.498, 0.5927, 0.5982
O, 0.2639, -0.0244, 0.1644
O, -0.287, -0.2436, -1.1041
O, 0.0567, -1.3729, -0.0483
O, -0.4855, -0.1193, 1.5833
O, -1.3628, -0.7726, -0.2699
O, -0.2432, -0.1467, 0.3836
O, -0.6256, 0.2999, -1.4007
O, 3.8919, -1.5987, -1.1349
O, -0.452, -0.9616, 1.0897
O, -0.0692, -0.0224, 0.2453
O, -0.4431, -1.3059, 0.0458
O, -0.5101, 0.7578, -1.3228
O, -0.4217, 0.9035, 0.1215
O, -0.4294, -1.1119, 0.5672
O, 0.3381, 0.8018, -0.278
O, -0.3731, 0.1056, 0.3298
O, -0.3983, -1.6104, -0.3991
O, -0.9288, -0.8937, 0.084
O, -0.5515, 0.3342, -0.5921
O, -0.539, 0.1966, -0.0437
O, -0.0562, 0.9665, 0.5496
O, 0.6709, 2.1852, -0.1476
O, 0.7221, 0.7781, -0.4999
O, -0.0092, -0.0679, -0.8045
O, 0.5229, -0.859, 0.5166
O, -0.2555, -1.1239, -1.9578
O, -2.0016, 0.4577, 0.0296
O, -1.4864, -0.4099, 0.9937
O, 0.1324, 0.2499, -0.2167
O, -0.2689, 0.1979, 0.6222
O, -0.0504, -0.0861, -0.1991
O, 0.3872, 1.7, -2.7684
O, -0.5821, -1.037, 0.1312
O, 0.8568, -0.2741, 0.0454
O, 0.6854, -0.414, -2.5628
O, 0.6469, -0.1479, 0.0643
O, 0.2224, -0.2641, 0.191
O, -0.5077, 0.1388, -0.0396
O, -0.4559, 0.1995, 0.2923
O, 0.0183, -0.2586, -0.0026
O, -0.57, 0.5114, -0.1734
O, -0.0504, -1.49, -1.1886
O, -0.1553, -0.13, 0.2839
O, -0.0744, 0.0386, 0.0211
O, -0.944, -0.1376, -0.4579
